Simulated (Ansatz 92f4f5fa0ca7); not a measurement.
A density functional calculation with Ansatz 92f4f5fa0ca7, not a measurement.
Periodic cell of 227 atoms, Si134O91H1N1, from a study of silicon, its oxide and their interface. The atomic structure is a simulated model.
Doubt: the cutoff is low for norm-conserving oxygen, so forces and energies are approximate.
Doubt: the program's own warning below bears on the result.

Settings
functional: HSE06
potential files: SPMS norm-conserving
basis: plane waves
wave-function cutoff: 800 eV
density cutoff ratio: 4
exchange-correlation grid ratio: 1
k mesh: 1 x 1 x 1, Gamma-centred
occupations: fixed
spin: none
net charge: 0

Cell vectors (angstrom)
a 10.938 0 0
b 0 10.938 0
c 0 0 32.8736

Atoms: element, x, y, z (angstrom)
Si -0.1433 0.1967 25.3487
Si 5.8667 -0.2998 25.4222
Si 2.5576 2.985 25.4832
Si 8.6 2.446 25.5314
Si 0.2821 5.1054 25.6125
Si 5.252 5.6855 25.343
Si 2.9987 7.9318 25.2117
Si 8.0992 8.3981 25.2646
Si 1.4303 1.3219 26.7165
Si 6.9364 1.3071 26.7581
Si 4.1379 4.1465 26.7569
Si 9.6754 3.9831 26.9268
Si 1.4537 6.8317 26.678
Si 6.899 6.8247 26.6191
Si 4.1686 9.4924 26.6216
Si 9.6257 9.5503 26.6659
Si 2.8019 -0.0659 28.0428
Si 8.269 -0.0556 28.118
Si 0.1004 2.6227 28.1887
Si 5.5056 2.7095 28.0653
Si 2.7557 5.4761 28.121
Si 8.2185 5.4485 28.0733
Si 0.0386 8.1777 28.0461
Si 5.5145 8.1569 28.0602
Si 4.1018 1.3673 29.4553
Si 9.5708 1.3673 29.4553
Si 1.3673 4.1018 29.4553
Si 6.8362 4.1018 29.4553
Si 4.1018 6.8362 29.4553
Si 9.5708 6.8362 29.4553
Si 1.3673 9.5708 29.4553
Si 6.8362 9.5708 29.4553
Si 0 0 30.8226
Si 5.469 0 30.8226
Si 2.7345 2.7345 30.8226
Si 8.2035 2.7345 30.8226
Si 0 5.469 30.8226
Si 5.469 5.469 30.8226
Si 2.7345 8.2035 30.8226
Si 8.2035 8.2035 30.8226
Si 1.3673 1.3673 32.1898
Si 6.8362 1.3673 32.1898
Si 4.1018 4.1018 32.1898
Si 9.5708 4.1018 32.1898
Si 1.3673 6.8362 32.1898
Si 6.8362 6.8362 32.1898
Si 4.1018 9.5708 32.1898
Si 9.5708 9.5708 32.1898
Si 2.7345 0 0.6835
Si 8.2035 0 0.6835
Si 0 2.7345 0.6835
Si 5.469 2.7345 0.6835
Si 2.7345 5.469 0.6835
Si 8.2035 5.469 0.6835
Si 0 8.2035 0.6835
Si 5.469 8.2035 0.6835
Si 4.1018 1.3673 2.0507
Si 9.5708 1.3673 2.0507
Si 1.3673 4.1018 2.0507
Si 6.8362 4.1018 2.0507
Si 4.1018 6.8362 2.0507
Si 9.5708 6.8362 2.0507
Si 1.3673 9.5708 2.0507
Si 6.8362 9.5708 2.0507
Si 0 0 3.418
Si 5.469 0 3.418
Si 2.7345 2.7345 3.418
Si 8.2035 2.7345 3.418
Si 0 5.469 3.418
Si 5.469 5.469 3.418
Si 2.7345 8.2035 3.418
Si 8.2035 8.2035 3.418
Si 1.4141 1.3034 4.8136
Si 6.7283 1.4406 4.8022
Si 3.9903 4.1673 4.8278
Si 9.523 4.156 4.7144
Si 1.3509 6.8512 4.8353
Si 6.778 6.9094 4.6713
Si 4.0271 9.6425 4.8719
Si 9.5247 9.6184 4.7397
Si 2.735 0.0494 6.4827
Si 8.0566 -0.0119 6.0703
Si -0.1523 2.6394 5.9404
Si 5.3397 2.811 6.2246
Si 2.519 5.4037 6.3363
Si 8.1867 5.6184 5.9701
Si -0.047 8.2708 6.1167
Si 5.3479 8.1242 6.0797
Si 3.7214 1.9174 7.7943
Si 9.6078 1.1827 7.3352
Si 1.073 3.7434 7.5288
Si 6.6671 4.4661 7.2502
Si 4.3035 6.532 7.4927
Si 9.282 7.1516 7.4064
Si 0.8949 9.851 7.5857
Si 6.9539 9.284 7.3037
O 5.5177 5.473 7.9163
O -0.1265 0.1771 7.7705
O 2.3474 2.8201 8.1055
O 8.1339 8.2547 7.8142
O 2.2875 8.5448 23.8259
O 8.1591 5.4904 22.7725
O 6.9528 9.5232 24.8201
O 1.3947 4.0529 24.9638
O 6.3036 9.9729 8.6368
N -0.2184 4.1156 8.7532
O 0.7992 9.2318 9.1123
O 7.8073 4.0134 8.3435
O 9.8364 6.6495 8.8795
O 4.4946 1.8776 9.2744
O 3.8384 7.3065 8.8855
O 9.128 1.84 8.8076
O 5.2846 0.5306 24.1331
O 8.0304 3.2777 24.2553
O 11.7782 6.7048 19.7446
O 5.9157 4.8821 24.0631
O 8.8355 7.8039 23.878
O 3.315 2.3912 24.1511
O 4.1367 6.7931 24.7676
O 11.4188 -0.4414 23.9519
Si 11.8383 9.1182 10.731
Si 7.1978 15.3237 11.415
Si 8.3401 11.4274 15.0173
Si 2.137 13.1602 19.247
Si 4.7858 13.5966 10.7019
Si 1.8056 -2.3454 17.5449
Si 5.0352 1.4946 18.6889
Si 0.9016 -0.5886 20.0359
Si -0.7086 7.7536 12.9599
Si -3.1019 -1.8656 16.514
Si 9.2305 2.5452 16.6319
Si 9.0877 3.4474 9.1749
Si 6.5953 9.9518 10.2417
Si 10.942 5.6469 9.5335
Si 1.7884 9.0667 14.4687
Si 4.0317 12.1187 23.336
Si 5.3924 3.0367 21.2988
Si -3.7163 7.5515 12.0237
Si -1.8529 -1.8009 19.1188
Si 11.4763 5.7117 21.0024
Si 6.4251 2.3567 15.9229
Si 16.6394 4.4463 14.0374
Si 0.0878 4.9465 12.6109
Si 10.4244 2.3237 13.9236
Si 1.7335 9.9086 23.0709
Si 3.1855 4.7066 12.127
Si 6.0474 6.9276 15.9537
Si -4.7797 9.558 18.906
Si 10.6861 6.8147 18.5317
Si 4.388 7.0355 18.5265
Si -0.2109 3.9199 18.7249
Si 4.6058 0.1737 12.1158
Si 12.5314 11.3862 12.6378
Si 2.779 6.9958 10.0867
Si 7.214 4.2673 23.2788
Si 9.4193 6.3904 23.2629
Si 4.7308 -2.3196 13.8064
Si 3.2819 4.8405 20.6912
O 9.0913 -1.5619 17.5013
O -4.4381 9.6334 17.3009
O 11.7702 1.7944 13.1453
O 10.5584 6.2364 13.465
O 3.8527 5.866 19.5426
O 12.4446 6.2532 9.3395
O 7.6415 11.1131 10.6909
O -3.3696 -3.4552 16.2536
O 5.9295 3.8205 10.5308
O 15.2309 4.7882 13.3065
O -1.2688 1.3348 24.9134
O 5.1853 8.1732 15.3122
O 8.966 11.8738 16.4813
O 3.0903 8.2768 13.7848
O 5.1147 10.1437 10.9115
O 2.044 5.4465 21.598
O 13.2891 8.3569 10.8884
O 1.2888 -1.2415 21.5033
O 1.1404 3.0967 18.2835
O 5.5769 2.6466 19.7244
O 3.0775 7.645 17.8124
O 1.9825 -1.7136 16.072
O 0.7623 10.5571 11.4919
O 2.9478 0.0333 23.0278
O 3.4001 3.3852 11.1925
O 0.4288 7.7297 17.3942
O -0.508 13.7665 15.5145
O -2.3602 7.8804 12.9338
O 7.2966 6.0201 11.4312
O 5.2303 8.2463 19.2706
O 5.3373 6.4067 17.3398
O 5.7861 7.8071 12.8198
O 10.6774 5.3745 11.0922
O -0.4632 6.4973 22.0174
O -1.6229 1.0975 13.8396
O -0.4876 5.3227 17.9189
O 8.1562 9.8117 15.0838
O 6.8832 3.9856 12.9856
O 4.5841 4.4399 21.5683
O 8.5596 3.7178 10.7252
O 7.5925 9.4535 19.7225
O 10.7047 8.1605 11.4281
O 7.7861 14.1819 16.2487
O 1.8463 10.6142 14.0239
O 0.2773 8.5788 14.0073
O 10.1179 3.6843 13.083
O 14.3617 6.0162 11.1941
O -3.7364 8.5175 10.7193
O -0.1543 4.3364 20.3352
O 6.8502 12.0802 14.9097
O 13.9861 11.5628 11.9476
O 16.3017 3.2767 15.1198
O 6.8249 3.3401 21.9982
O 5.332 12.5676 11.8719
O 5.3841 10.9425 19.2773
O 3.4119 1.5818 18.4618
O 9.5468 2.9276 18.186
O 1.2912 11.9562 20.002
O 1.696 9.669 18.7739
O 10.2635 5.6525 24.4154
O 6.212 5.7356 14.878
O 4.62 1.7612 21.9493
O 2.729 14.3083 20.2327
O -0.7105 21.0047 19.8313
O 4.8648 -0.6953 13.4928
O 5.7556 1.7602 17.2671
O 1.6902 4.6733 12.7726
O 9.3749 7.5158 19.2216
H 8.1087 11.6592 10.0305

Results
free energy: -56239.690 eV
free energy less fixed offsets of H -15.86, N -279.42, O -447.96, Si -113.29 eV per atom: 0.810 eV
gap between the highest filled and lowest empty level on this k mesh: 1.215 eV

The program warned: the cutoff lies below the one the program advises for these potential files; the forces do not sum to zero within the program's tolerance; the potential files have known limits; the exchange-correlation potential is rough where the density is thin.
